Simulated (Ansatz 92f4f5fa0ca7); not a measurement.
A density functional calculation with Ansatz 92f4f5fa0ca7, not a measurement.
Periodic cell of 196 atoms, Si117O79, from a study of silicon, its oxide and their interface. The atomic structure is a simulated model.

Settings
functional: PBE
potential files: Ansatz PAW
basis: plane waves
wave-function cutoff: 700 eV
density cutoff ratio: 5
exchange-correlation grid ratio: 2
k mesh: 2 x 2 x 1, shifted by 0.5 0.5 0.5 of a step
self-consistency stop: 5e-08 eV per atom in the density residual
occupations: Fermi-Dirac, 0.05 eV
spin: none
net charge: 0

Cell vectors (angstrom)
a, 11.5983, 0, 0
b, 0, 11.5983, 0
c, 3.2357, 1.1423, 26.747

Atoms: element, x, y, z (angstrom)
Si, 3.0256, 11.5788, -0.3405
Si, 4.0761, 4.9285, 0.9327
Si, 4.0024, 7.4161, 0.6952
Si, 6.159, 9.8454, 3.2745
Si, 7.415, 2.1469, -0.2304
Si, 6.0845, 8.0033, 1.7284
Si, 6.1104, 0.1168, -0.0889
Si, 7.1165, 3.8267, -2.9183
Si, 7.4395, 8.7665, -0.0749
Si, 5.5021, 0.1954, 2.1682
Si, 6.4126, 6.004, 3.065
Si, 2.9419, 4.337, -0.9494
Si, 11.5151, 4.7832, 1.4163
Si, 10.3872, 1.946, 0.6278
Si, 10.181, 8.5384, 1.6451
Si, 3.0817, 0.2101, 2.0202
Si, 13.7416, 4.224, 2.1498
Si, 13.8888, 7.9416, 2.1522
Si, 6.0421, 2.1271, 3.3721
Si, 6.0131, 3.9651, 1.9469
Si, 2.2876, 9.3627, -0.9053
Si, 10.138, 1.2027, 2.9781
Si, 10.3333, 6.3349, 2.9258
Si, 10.0938, 10.3195, 3.238
Si, 13.9762, 2.1293, 3.2649
Si, 13.9982, 6.0738, 3.5441
Si, 14.0357, 9.9406, 3.3603
Si, 4.1897, 2.1483, 4.7895
Si, 4.4919, 6.0025, 4.6103
Si, 4.3294, 9.8548, 4.7449
Si, 8.2144, 2.015, 4.392
Si, 8.3675, 5.9943, 4.3754
Si, 8.1583, 9.9424, 4.5689
Si, 11.942, 1.991, 4.4614
Si, 11.9691, 6.117, 4.6619
Si, 12.0104, 9.9567, 4.6027
Si, 4.2544, 0.1988, 6.12
Si, 4.2854, 4.0974, 6.0508
Si, 4.4443, 7.9123, 6.0058
Si, 8.138, 0.2615, 5.9838
Si, 8.2591, 4.0124, 5.7626
Si, 8.2023, 7.9181, 5.801
Si, 12.0516, 0.2133, 6.0279
Si, 11.9572, 4.0317, 5.8365
Si, 12.035, 8.0343, 5.9802
Si, 6.2399, 11.9496, 7.4038
Si, 6.31, 4.0191, 7.257
Si, 6.375, 7.941, 7.3465
Si, 10.1091, 11.7968, 7.3734
Si, 10.089, 4.0573, 7.2708
Si, 10.0437, 7.9971, 7.2403
Si, 13.9012, 11.7044, 7.4834
Si, 13.8716, 4.021, 7.3399
Si, 14.0603, 7.9997, 7.2239
Si, 6.1664, 2.247, 8.8675
Si, 6.3017, 5.9239, 8.6381
Si, 6.402, 9.9793, 8.6409
Si, 10.0563, 2.168, 8.7166
Si, 10.1057, 6.0685, 8.5695
Si, 10.1674, 9.8119, 8.7202
Si, 13.7785, 2.0467, 8.7847
Si, 14.0222, 6.0857, 8.5172
Si, 14.0385, 9.7184, 8.8231
Si, 4.0563, 2.1307, 10.2111
Si, 4.3121, 6.0314, 9.9789
Si, 4.5286, 9.8736, 10.0402
Si, 8.5942, 4.2719, 11.495
Si, 8.2202, 6.0856, 10.032
Si, 8.2635, 10.0628, 10.1056
Si, 11.8566, 2.1724, 10.2515
Si, 12.0776, 6.3863, 9.8151
Si, 10.9827, 12.1607, 12.0758
Si, 3.3392, 4.1794, 11.1858
Si, 0.8713, 4.3628, 11.1154
Si, 4.2877, 11.6998, 11.5236
Si, 8.548, 11.9914, 11.621
Si, 8.1996, 2.2789, 10.2042
Si, 7.6996, 8.0857, 11.2104
Si, 11.5711, 9.8079, 12.0968
Si, 5.9123, 1.0568, 12.9542
Si, 12.0665, 8.9589, 9.9791
Si, 6.888, 4.0436, 13.0779
Si, 3.7423, 7.6242, 13.9298
Si, 5.2775, 7.9204, 11.2337
Si, 7.4034, 4.9358, 15.9834
Si, 10.7011, 5.0497, 12.5378
Si, 10.1257, 8.0333, 12.9724
Si, 13.5706, 10.0652, 13.2741
Si, 2.9677, 5.7108, 18.5678
Si, 15.7456, 4.7697, 13.2514
Si, 11.4896, 6.1812, 18.1381
Si, 10.228, 6.1622, 15.2925
Si, 10.9896, 8.1123, 24.0568
Si, 7.7453, 3.6272, 18.8706
Si, 1.3432, 0.3942, 22.2934
Si, 0.8803, 12.6248, 17.7916
Si, 4.6504, 2.6511, 25.5998
Si, 3.8327, 10.3208, 23.1205
Si, 11.1966, 9.758, 21.4803
Si, 15.4346, 7.1916, 26.3001
Si, 4.6999, 10.605, 20.068
Si, 3.5878, 2.6593, 18.0145
Si, 13.369, -0.9478, 19.7771
Si, 4.0312, 2.1465, 15.0453
Si, 5.068, 2.0986, 19.7264
Si, 6.6762, 8.5029, 18.7664
Si, 3.8851, 9.3859, 27.2449
Si, 0.6273, 3.3551, 21.9974
Si, 1.1246, 12.3709, 14.7839
Si, 4.9685, 3.2864, 22.631
Si, 10.7006, 14.8403, 19.2951
Si, 2.9704, 5.2919, 21.5987
Si, 7.5709, 6.3552, 20.5317
Si, 5.1273, 7.0907, 16.6216
Si, 2.4188, 7.5538, 23.6687
Si, 9.5345, 8.3019, 19.5256
Si, 7.4673, 4.8975, 23.0437
O, 10.5649, 3.5589, 0.8175
O, 1.9223, 4.0701, 21.3149
O, 7.1924, 3.2491, 0.9724
O, 9.0137, 8.6685, 0.4157
O, 11.6315, 1.2607, -0.2484
O, 8.9831, 1.644, -0.1624
O, 4.9059, 10.6527, 24.3026
O, 17.3209, 5.2162, 12.9716
O, 5.1541, 1.1174, 14.4273
O, 0.4073, 12.5472, 16.2326
O, 4.4027, 2.3741, 16.6154
O, 7.3349, 3.9668, 14.668
O, 7.3952, 11.9171, 12.8957
O, 8.4938, 8.167, 12.7111
O, 11.6675, 12.7016, 13.5596
O, 6.1495, 2.6559, 12.5492
O, 6.5842, 3.554, 22.7445
O, 4.4224, 2.5089, 23.9623
O, 13.5239, 0.3716, 20.7571
O, 4.8573, 8.0602, 12.8358
O, -0.1105, -0.4106, 22.2572
O, 8.9393, 7.2379, 20.6224
O, 3.4311, 8.7502, 23.2597
O, 1.0519, 1.942, 22.7187
O, 7.0128, -1.2603, -0.4027
O, 6.5541, 2.6883, 19.4209
O, 1.0016, 8.2165, 24.0601
O, 11.2772, 6.1025, 16.5282
O, 6.0434, 8.25, 17.2996
O, 6.4529, 7.1604, 19.6747
O, 4.3447, 7.8243, 15.4144
O, 8.2814, 8.7861, 18.5858
O, 11.6869, 4.4344, 23.0779
O, 4.1043, 3.6385, 14.4005
O, 8.7266, 5.887, 15.8809
O, 6.9748, 2.9456, -1.575
O, 10.6388, 4.9922, 14.1987
O, 10.6057, 6.6689, 12.1276
O, 7.4904, 4.0174, 17.3186
O, 2.9176, 4.1593, 18.0502
O, 10.5983, 8.7244, 22.5913
O, 6.068, 5.8735, 16.0789
O, 2.4095, 13.1284, 17.9824
O, 5.1345, 12.0848, 19.5997
O, 3.2719, 10.1463, 19.3772
O, 5.9097, 9.6874, 19.5322
O, 5.8296, 3.4922, -3.8715
O, 3.2686, 6.0701, 13.7265
O, 4.6519, 2.4291, 21.2862
O, 10.3067, 7.6319, 14.5669
O, 3.456, 5.7978, 20.1271
O, 13.1541, 10.7966, 14.6764
O, 1.0286, 9.4682, 20.6739
O, 10.9767, 4.7853, 18.8233
O, 12.4518, -0.4643, 18.5047
O, 7.0144, 6.0928, 22.0326
O, 14.0428, 8.5662, 13.7015
O, 14.6455, 11.029, 12.4865
O, 16.91, 6.8661, 25.6291
O, 2.4729, -0.333, 23.2422
O, 4.6413, 0.2332, -0.8702
O, 2.4968, 1.6643, 14.7406
O, 4.0432, 6.5332, 17.6925
O, 2.2828, 6.5118, 22.425
O, 13.0819, 6.3645, 18.4344
O, 11.0834, 14.689, 20.8732
O, -0.0655, 13.7266, 18.486
O, 10.4578, 6.569, 24.1581
O, 9.1488, 2.8413, 19.0448
O, 5.1557, 4.202, 25.8854
O, 3.9932, 4.2279, -2.176
O, 4.5665, 10.5321, 21.6891
O, 3.588, 8.262, -0.7555
O, 14.4458, 6.7991, 25.0404
O, 7.2004, 7.8526, -1.4313
O, 10.0857, 9.6509, 20.2763
O, 4.2225, 4.74, 22.4858
O, 7.8624, 4.9531, 19.7912
O, 10.7017, 7.503, 18.7037

Results
free energy: -119316.900 eV
free energy less fixed offsets of O -569.03, Si -635.61 eV per atom: 2.840 eV
pressure: -0.84 GPa
stress xx, yy, zz, yz, xz, xy (GPa, positive in tension): 1.09, 1.43, 0.01, 0.06, -0.03, 0.13

Forces (eV/angstrom), in the order of the atoms: element, x, y, z
Si, 0.4367, -0.3941, 0.0339
Si, -0.1164, -0.0882, -0.2247
Si, 0.1308, 0.2786, -0.1657
Si, -0.1197, 0.0319, -0.004
Si, -0.3559, -0.4654, -0.334
Si, -0.155, 0.0028, -0.1183
Si, 0.2851, 0.326, 0.5706
Si, 0.0045, 0.0583, -0.1429
Si, -0.1003, -0.2142, 0.3278
Si, -0.2849, -0.1351, -0.09
Si, -0.0817, 0.1674, 0.0596
Si, 0.6297, 0.2402, 0.1794
Si, 0.097, 0.1475, -0.2523
Si, 0.1171, -0.2459, 0.7096
Si, -0.0383, 0.0027, -0.662
Si, 0.1784, -0.0405, 0.2106
Si, 0.0215, 0.0434, 0.5549
Si, -0.116, -0.1473, 0.0959
Si, -0.0668, -0.2582, 0.4265
Si, 0.071, -0.0966, -0.3552
Si, 0.0047, -0.3057, 0.0685
Si, -0.0417, 0.0363, 0.0637
Si, 0.0016, 0.0275, 0.0907
Si, 0.0436, 0.2331, 0.2412
Si, 0.1138, 0.0703, -0.1131
Si, -0.2428, -0.0359, 0.1048
Si, -0.0637, 0.0684, -0.1428
Si, -0.0132, -0.0145, -0.0534
Si, -0.0223, -0.0387, 0.0523
Si, 0.1921, -0.0289, 0.0493
Si, 0.1552, -0.0177, -0.2301
Si, -0.0139, 0.0058, -0.0437
Si, -0.1488, -0.0479, -0.0177
Si, 0.0413, 0.0072, 0.0181
Si, 0.1151, 0.0954, 0.1611
Si, 0.044, -0.0731, -0.0791
Si, 0.0166, -0.008, 0.0584
Si, 0.0685, -0.0718, 0.0441
Si, -0.0336, 0.1107, -0.0541
Si, 0.0533, -0.1258, 0.0895
Si, -0.0153, -0.0601, -0.0013
Si, 0.1309, 0.0178, -0.0184
Si, -0.1272, -0.0464, 0.0048
Si, -0.0694, -0.0439, -0.0035
Si, -0.0062, 0.1382, 0.0844
Si, -0.0219, -0.038, -0.0911
Si, -0.0612, 0.067, -0.0596
Si, -0.016, -0.0102, 0.0087
Si, 0.0453, 0.0637, 0.0417
Si, 0.0238, 0.0035, 0.1029
Si, 0.0176, 0.0255, -0.0628
Si, 0.026, -0.0484, -0.0498
Si, -0.0163, 0.0081, -0.0664
Si, -0.1106, -0.2406, -0.14
Si, 0.0539, -0.1409, 0.2999
Si, 0.1152, 0.0072, 0.1384
Si, -0.0016, 0.0847, -0.1706
Si, -0.1896, -0.025, 0.0408
Si, -0.1289, -0.1185, -0.0056
Si, 0.0333, -0.137, -0.0043
Si, 0.1577, -0.0112, 0.0697
Si, -0.3298, 0.2385, 0.1715
Si, 0.0581, 0.1142, 0.1642
Si, -0.1139, 0.066, -0.4164
Si, 0.0623, -0.0613, -0.0963
Si, -0.0106, -0.29, -0.0019
Si, 0.2908, 0.0433, 0.0596
Si, 0.0243, 0.0216, -0.2662
Si, 0.1324, 0.1523, 0.0771
Si, -0.1023, 0.0751, -0.0887
Si, 0.2457, 0.2197, -0.499
Si, 0.5433, -0.0127, 0.5114
Si, -0.133, 0.0233, 0.0176
Si, 0.2426, -0.1309, 0.2196
Si, -0.3553, -0.3645, 0.0706
Si, -0.4913, 0.112, -0.0208
Si, 0.0256, 0.0235, -0.1889
Si, 0.2829, -0.2486, 0.2492
Si, 0.0182, 0.0006, -0.0508
Si, 0.0429, 0.104, 0.0915
Si, -0.0656, -0.1721, -0.1927
Si, 0.2178, 0.1813, 0.0152
Si, 0.0018, 0.0163, -0.0923
Si, -0.5117, 0.3001, 0.0848
Si, -0.0681, 0.2313, 0.1312
Si, -0.2094, -0.3013, -0.0563
Si, -0.0516, -0.1778, 0.0811
Si, -0.4166, -0.2381, -0.1184
Si, -0.0238, -0.0561, 0.1039
Si, -0.4098, -0.0901, -0.5129
Si, 0.0648, -0.0262, 0.1482
Si, -0.0335, -0.1675, 0.1608
Si, 0.1472, -0.0427, -0.1119
Si, 0.0058, 0.0865, 0.1505
Si, -0.0492, 0.0346, -0.1773
Si, 0.052, 0.0521, 0.1509
Si, 0.1004, 0.271, 0.061
Si, -0.1599, -0.0678, 0.0868
Si, -0.0533, -0.0356, 0.0017
Si, -0.4146, 0.3781, 0.0645
Si, -0.0894, -0.0918, -0.0066
Si, -0.2161, -0.0067, -0.0578
Si, -0.0333, -0.0967, 0.0601
Si, -0.1929, 0.296, 0.078
Si, 0.0804, 0.0107, 0.2682
Si, -0.0219, -0.1662, -0.0484
Si, 0.1503, -0.0207, -0.1636
Si, -0.0698, 0.0223, -0.1567
Si, 0.0037, -0.2793, -0.0682
Si, 0.1485, 0.2015, -0.3577
Si, 0.0466, 0.0821, 0.1413
Si, -0.078, 0.0714, -0.1085
Si, -0.0444, 0.0513, 0.0697
Si, 0.1073, -0.0349, 0.2297
Si, -0.0958, 0.007, -0.0023
Si, -0.0241, 0.0169, 0.0728
Si, -0.0766, -0.0037, 0.0183
O, -0.0174, -0.1765, -0.1549
O, 0.0387, -0.0723, 0.0299
O, -0.0777, 0.3126, -0.054
O, 0.2783, -0.0214, 0.3473
O, -0.0302, 0.2884, -0.1634
O, 0.1692, 0.2075, -0.1582
O, 0.1694, 0.0088, 0.079
O, 0.109, -0.1053, 0.2124
O, 0.0553, -0.0247, -0.0487
O, 0.0314, 0.0635, 0.0599
O, -0.0456, -0.0272, -0.0754
O, -0.0778, -0.1189, -0.1455
O, 0.3501, 0.1334, -0.2138
O, -0.0186, 0.0099, -0.2183
O, -0.2194, 0.1659, -0.3138
O, 0.1008, -0.4279, 0.2919
O, -0.0668, -0.067, 0.0598
O, -0.1399, -0.0091, 0.2383
O, 0.012, 0.0128, 0.0387
O, 0.1664, -0.0702, -0.0588
O, 0.0588, -0.0306, -0.0113
O, -0.0023, 0.0007, -0.0353
O, 0.0487, 0.0057, -0.0151
O, 0.038, 0.0083, 0.0521
O, -0.1716, 0.003, -0.1842
O, -0.0422, 0.0198, -0.0438
O, -0.0367, 0.033, -0.0029
O, -0.0175, 0.0195, -0.1464
O, -0.0221, 0.013, -0.0598
O, 0.0536, 0.0076, -0.0153
O, -0.0537, 0.0407, -0.1252
O, 0.0281, 0.0089, -0.0211
O, -0.0213, 0.0538, 0.1241
O, 0.1046, -0.1323, 0.2264
O, 0.0463, 0.0311, -0.1048
O, 0.0951, 0.1325, 0.0352
O, -0.0459, 0.1255, -0.036
O, 0.0194, 0.5015, 0.2774
O, -0.0298, -0.0418, -0.1981
O, 0.097, -0.1054, -0.0124
O, 0.0222, 0.0086, 0.0469
O, 0.0651, -0.0875, -0.0675
O, 0.0581, 0.0827, -0.053
O, -0.033, 0.0364, -0.037
O, 0.0182, 0.0588, 0.0062
O, 0.0051, 0.0642, 0.0769
O, -0.0008, 0.0226, 0.0263
O, 0.1899, 0.1779, 0.1463
O, 0.0311, -0.0305, 0.0081
O, -0.0118, 0.111, -0.0359
O, 0.0318, -0.0591, 0.0477
O, 0.1464, 0.1853, 0.1099
O, -0.0037, 0.097, -0.0235
O, 0.002, 0.0117, -0.0736
O, 0.0008, 0.041, -0.1153
O, 0.0295, -0.0818, -0.0093
O, 0.2157, -0.0172, 0.0214
O, 0.2694, 0.3304, -0.2251
O, 0.0283, -0.1938, 0.0375
O, 0.063, 0.0153, 0.0431
O, -0.4695, -0.1112, -0.1626
O, -0.0304, -0.0003, 0.0268
O, 0.0442, 0.0431, -0.1404
O, 0.0317, 0.0399, 0.0468
O, -0.096, 0.0225, -0.0494
O, 0.0184, -0.0406, -0.0199
O, 0.0146, -0.072, -0.1029
O, -0.0037, -0.0027, 0.0203
O, -0.0105, -0.0455, -0.0198
O, -0.161, -0.2916, -0.1634
O, -0.0891, -0.0622, -0.3337
O, 0.0638, 0.0361, -0.0046
O, -0.1996, 0.1483, 0.3467
O, -0.0182, -0.0523, -0.0264
O, 0.0227, 0.0531, -0.0317
O, 0.017, -0.0001, 0.0089
O, 0.0427, -0.0831, 0.0703
O, -0.0197, -0.0261, -0.019
O, -0.0143, -0.0217, -0.0282

The program warned: the cutoff lies below the one the program advises for these potential files.
